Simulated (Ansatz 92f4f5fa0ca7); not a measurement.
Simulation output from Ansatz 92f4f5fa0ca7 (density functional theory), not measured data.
Periodic cell of 148 atoms, Si92O56, from a study of silicon, its oxide and their interface. The atomic structure is a simulated model.

Settings
functional: r2SCAN
potential files: Ansatz norm-conserving
basis: plane waves
wave-function cutoff: 1300 eV
density cutoff ratio: 4
exchange-correlation grid ratio: 1
k mesh: 2 x 2 x 1, shifted by 0.5 0.5 0.5 of a step
self-consistency stop: 5e-08 eV per atom in the density residual
occupations: Fermi-Dirac, 0.05 eV
spin: none
net charge: 0

Cell vectors (angstrom)
a	10.88	0	0
b	0	10.88	0
c	0	0	21.9512

Atoms: element, x, y, z (angstrom)
Si	-0.0215	0.0689	0.1308
Si	2.9255	2.6401	0.0394
Si	-0.1108	5.9146	-0.2632
Si	3.3049	7.9219	-0.4304
Si	5.3451	0.4287	-0.0519
Si	8.6234	2.3233	0.2149
Si	5.2959	5.4585	-0.0499
Si	8.5002	7.9473	-0.0863
Si	1.5829	1.3618	1.4432
Si	4.2224	3.9548	1.4482
Si	1.3641	6.9263	1.2498
Si	4.4258	9.5715	1.1849
Si	6.8915	1.4414	1.4548
Si	9.7576	4.0905	1.103
Si	6.9895	6.5583	1.1986
Si	9.6352	9.3547	1.3043
Si	0.0598	2.7266	2.6301
Si	2.9189	-0.285	2.755
Si	-0.0747	8.0098	2.6421
Si	2.7365	5.3234	2.4643
Si	5.4177	2.6174	2.7652
Si	8.1536	-0.2019	2.8429
Si	5.6597	8.1113	2.5858
Si	8.2532	5.2246	2.4723
Si	1.3762	4.0867	3.9977
Si	4.1906	1.1902	4.1056
Si	1.2451	9.3631	4.0694
Si	4.044	6.7047	3.9609
Si	6.9119	4.0081	3.9505
Si	9.5394	1.2565	4.0217
Si	6.6667	9.5034	4.1589
Si	9.5364	6.5611	3.8972
Si	-0.1301	-0.1772	5.1985
Si	2.6676	2.6146	5.4858
Si	0.0642	5.3573	5.3151
Si	2.544	8.1568	5.3645
Si	5.4947	0.0494	5.6051
Si	8.2887	2.5366	5.3975
Si	5.456	5.4227	5.3368
Si	7.9614	7.7428	5.188
Si	1.3455	1.1101	6.6958
Si	4.1762	3.963	6.7954
Si	1.2227	6.9124	6.7192
Si	3.9914	9.5785	6.7634
Si	6.8744	1.4607	6.8235
Si	9.5097	4.0333	6.6741
Si	6.7176	6.7416	6.7694
Si	9.3356	9.3873	6.5044
Si	-0.0372	2.5622	8.1259
Si	2.5498	-0.0545	8.2363
Si	-0.2367	8.059	8.123
Si	2.8453	5.478	8.1889
Si	5.4414	2.5857	8.14
Si	8.1165	-0.092	8.1452
Si	5.3316	8.1263	8.2774
Si	8.0222	5.3611	8.0818
Si	1.2551	4.2025	9.2991
Si	3.9763	1.3233	9.6019
Si	1.054	9.6763	9.6397
Si	4.1147	7.1083	9.7989
Si	6.6431	4.1459	9.3989
Si	9.4809	1.2106	9.5001
Si	6.7055	9.5052	9.7417
Si	9.3453	6.742	9.4761
Si	0.1553	0.4093	11.1228
Si	2.3244	2.5932	10.833
Si	0.3083	5.7364	10.5794
Si	2.1255	8.0967	10.931
Si	5.5027	0.3135	10.9422
Si	7.7976	2.4242	10.6566
Si	5.4871	5.693	10.8813
Si	7.966	7.9293	10.7556
Si	2.7668	-1.9153	15.9001
Si	4.9806	2.6594	15.3016
Si	4.0549	9.4393	13.1388
Si	9.9703	3.7573	12.6628
Si	7.1585	4.204	16.6354
Si	10.6949	10.0195	15.6311
Si	-2.6644	-5.343	14.4656
Si	3.2498	-6.7298	17.3727
Si	10.0144	1.2774	13.8469
Si	3.7815	4.1385	13.0281
Si	12.1086	3.9469	19.736
Si	6.0722	-3.3149	14.2326
Si	5.4324	5.1467	18.9581
Si	8.8292	8.3078	13.8448
Si	-1.0941	1.73	19.7439
Si	8.8037	-0.2352	17.7435
Si	6.7643	-1.3378	19.8102
Si	15.1543	-2.6252	18.5902
Si	7.5708	1.5258	15.6007
Si	14.3232	6.3424	15.1998
O	-0.1412	0.566	-1.5404
O	3.5055	-2.2057	-4.6717
O	3.9688	1.3778	-0.4358
O	2.4024	3.3023	-1.3648
O	4.7928	6.6117	-3.2283
O	3.4677	8.4777	-2.0013
O	4.0123	6.3756	-0.3683
O	7.164	-2.4461	-1.0189
O	5.9733	-0.1282	-1.3706
O	8.5001	2.2228	-1.3815
O	9.5656	1.1762	0.7791
O	5.7786	4.7419	-1.438
O	8.1009	-1.0305	-3.0194
O	9.3978	6.7473	-0.8673
O	9.6284	1.0187	-3.6818
O	-0.5104	0.1737	12.6652
O	1.4648	1.3584	11.4441
O	2.6698	3.5671	12.0789
O	1.8142	-6.7677	18.0694
O	0.0497	4.8519	12.0714
O	0.992	6.9974	11.3502
O	2.8399	8.7156	12.2891
O	4.7901	-0.1312	12.3992
O	6.542	1.6088	11.3092
O	8.9315	3.0328	11.7076
O	5.1241	4.7365	12.1887
O	5.9323	1.4192	15.2972
O	5.902	4.0234	15.5735
O	8.4922	8.3635	12.3183
O	2.2848	-3.2967	15.0791
O	9.2196	-4.1379	14.1496
O	4.1917	2.8509	13.9202
O	6.7389	6.1818	13.9664
O	3.5494	9.8121	14.6735
O	5.1746	8.2024	13.1069
O	8.2375	5.3157	16.0876
O	8.8296	4.218	13.8803
O	7.8118	2.7987	16.5634
O	10.7667	2.6544	13.4784
O	9.9141	9.7705	17.0337
O	19.2697	12.2047	14.2256
O	5.6865	-1.8789	18.7319
O	-0.2549	0.7065	15.2595
O	3.2939	-5.3854	16.4823
O	-0.1078	3.0791	19.7781
O	0.9231	5.4457	20.4672
O	-0.7892	9.1464	14.4528
O	7.8139	11.1791	16.6441
O	15.2156	-6.845	18.556
O	4.954	-3.7959	15.2759
O	1.4435	-1.0769	16.0979
O	6.6771	-6.1352	18.0626
O	3.2521	5.4069	13.9593
O	3.7797	2.9156	16.3712
O	7.2848	8.6575	14.5082
O	6.84	6.7382	11.367

Results
free energy: -36822.727 eV
free energy less fixed offsets of O -463.61, Si -117.95 eV per atom: -9.167 eV
pressure: -0.74 GPa
stress xx, yy, zz, yz, xz, xy (GPa, positive in tension): 1.14, 0, 1.09, 0.63, -0.72, 0.31

Forces (eV/angstrom), in the order of the atoms: element, x, y, z
Si	-1.1851	3.7346	-0.6115
Si	1.604	-1.7066	-0.6696
Si	-0.4368	-0.5626	-0.2553
Si	0.61	-0.3461	1.2367
Si	-2.2355	1.9122	2.0218
Si	-1.1306	1.1876	1.4473
Si	0.5271	-0.8131	0.672
Si	-2.2939	-2.3757	-0.3865
Si	-0.1534	-1.0915	-0.0597
Si	-0.2981	0.619	-1.6835
Si	0.9605	-0.2036	-1.499
Si	-0.9991	-1.371	-0.3391
Si	-0.6213	-0.8132	-0.2515
Si	0.1765	0.9183	-0.3859
Si	-0.4308	1.7525	-0.0451
Si	-1.0651	0.8143	-0.178
Si	-0.0864	-0.4535	0.3862
Si	-0.8016	0.7568	-0.589
Si	1.1355	0.0906	0.8469
Si	-0.6078	1.0557	1.2451
Si	0.9385	-0.1101	0.8724
Si	-0.1515	0.6627	-1.5676
Si	-1.0151	-0.7126	-0.0258
Si	0.4112	-0.5928	0.724
Si	1.065	-1.0335	-0.2016
Si	-1.2628	0.6038	0.3613
Si	0.3891	0.5407	-2.2741
Si	-0.1847	0.9583	-0.4979
Si	-0.2733	-0.4804	0.9648
Si	0.1814	0.786	-1.5469
Si	0.7815	-1.2533	0.0148
Si	-0.725	-0.1455	0.1994
Si	0.8709	0.4931	2.183
Si	0.7067	0.2406	-0.9157
Si	-0.6664	0.6562	1.0254
Si	2.4337	-0.6513	0.5107
Si	-0.0113	-0.4239	-0.2789
Si	-1.0149	1.7268	-0.492
Si	-0.1601	-1.0997	0.0732
Si	1.1093	2.5615	0.2933
Si	-1.2946	1.0074	0.0563
Si	-0.8937	0.6809	-0.519
Si	0.8233	-1.7272	1.1858
Si	-0.3382	-1.1244	1.0205
Si	0.3811	-1.4719	0.446
Si	0.344	-0.2917	0.8608
Si	-0.7895	-0.0829	0.9556
Si	-0.5283	-1.0041	1.1566
Si	-0.3062	0.935	-1.0296
Si	1.0683	-0.2529	0.2405
Si	0.2012	2.0026	-0.4147
Si	0.1034	0.6896	-0.7294
Si	-0.9452	0.8424	0.7791
Si	0.061	-0.9208	-0.4354
Si	1.0498	1.5669	-1.718
Si	1.1145	-0.134	-0.6543
Si	1.3271	-2.2511	-0.3356
Si	-0.5891	0.7252	-0.9969
Si	-0.2608	-1.2852	-0.5202
Si	-3.3372	-1.5806	-0.1021
Si	-0.2043	-0.7321	1.1979
Si	-0.3361	0.4297	0.2373
Si	-0.0792	1.0822	-1.5552
Si	0.8436	-1.1229	-0.6024
Si	-0.7375	-0.03	0.7152
Si	0.2649	0.942	-1.128
Si	-2.1205	-0.5175	3.0938
Si	1.8778	0.5655	0.4826
Si	0.534	0.1686	1.8196
Si	0.7109	1.2749	-0.4828
Si	3.3824	-0.1089	1.366
Si	-1.9068	-1.3781	4.3954
Si	-1.1291	-0.2009	-3.7591
Si	-1.8331	3.3705	0.7214
Si	0.5905	-0.7214	0.0484
Si	-2.7765	1.5174	2.3418
Si	-0.913	3.0681	-0.8876
Si	2.7989	0.0911	2.589
Si	-0.8589	2.1094	0.531
Si	1.0628	-1.5699	-0.9903
Si	0.1451	-1.5186	1.0406
Si	2.101	1.5122	1.23
Si	0.4329	1.8259	-2.4563
Si	0.5821	0.8691	0.7661
Si	-1.1417	-0.3751	0.6169
Si	-1.0132	-1.2502	2.0327
Si	2.9299	-0.2625	-1.7491
Si	0.4938	0.0993	-0.3193
Si	-0.4996	-0.1841	-0.7024
Si	2.4227	-3.1085	1.1134
Si	-1.2458	-1.8503	1.078
Si	0.5775	3.3409	-0.9627
O	-0.1689	-1.214	2.9361
O	0.1116	0.124	0.0754
O	1.1564	-0.0696	0.316
O	0.4224	-0.608	1.002
O	-0.3302	1.4128	-0.4029
O	-1.4602	-0.2155	1.5672
O	-0.913	2.2082	-0.4738
O	1.3838	0.4587	-0.206
O	1.7995	-0.8723	-2.4086
O	-0.4347	-0.6314	-1.52
O	2.4146	-2.579	-1.0508
O	0.2642	1.0227	-0.0171
O	-0.8701	0.1299	1.2401
O	1.3238	0.5987	0.7119
O	-0.2397	2.7037	2.1684
O	-0.0665	0.8826	-1.3115
O	-0.7361	-0.2227	-0.3136
O	-0.42	0.0406	-0.6873
O	-1.9215	-0.5409	3.1154
O	-0.3611	0.7899	-1.7251
O	1.1601	0.3661	-0.4717
O	-0.3099	0.8916	-0.1652
O	-0.4981	-1.004	-0.3195
O	-0.2735	-1.3353	0.1214
O	-0.8903	-0.5832	-1.1718
O	-1.7078	-0.0042	-0.2053
O	1.7142	-0.9036	0.0694
O	0.3814	-0.1619	0.3108
O	0.5763	0.908	-3.5814
O	2.4038	-1.0369	1.6435
O	0.5561	1.3968	0.0028
O	0.4909	0.377	-1.0499
O	2.9323	-3.0851	-0.2155
O	0.9532	-0.5305	-0.4201
O	-1.5342	1.9974	-1.4716
O	-1.4796	-0.5125	-0.1536
O	1.2422	-0.6885	-2.1746
O	1.6163	-2.0404	0.0381
O	0.3145	-0.9521	0.479
O	0.5514	-1.359	-0.9191
O	0.8522	0.5452	-0.4611
O	0.2851	0.486	-0.1079
O	-0.0686	0.2925	-1.0514
O	-0.387	-1.0069	2.2767
O	-0.9282	-0.7871	-0.7039
O	-0.7246	-1.3102	-0.7465
O	-1.0128	-0.661	-0.6247
O	-1.1177	0.2277	-1.3471
O	-0.3663	0.6815	0.0152
O	-2.2078	-0.1172	1.7003
O	-2.8262	0.3646	-0.2986
O	1.263	0.08	-0.2227
O	0.1899	-2.0778	-2.5455
O	-0.9976	-0.2146	1.0155
O	1.3518	-0.6396	0.4125
O	-0.6957	-0.5153	-2.067
